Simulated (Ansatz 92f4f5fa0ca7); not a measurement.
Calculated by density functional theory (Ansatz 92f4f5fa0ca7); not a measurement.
Periodic cell of 227 atoms, Si134O92H1, from a study of silicon, its oxide and their interface. The atomic structure is a simulated model.
Doubt: the cutoff is far below the 930 eV that the study's wrapper takes by default for these files, so forces and energies are approximate.
This geometry differs little from another in the collection (a relaxation step or a small displacement).

Settings
functional: PBE
potential files: Ansatz PAW
basis: plane waves
wave-function cutoff: 580 eV
density cutoff ratio: 5
exchange-correlation grid ratio: 1
k mesh: 1 x 1 x 1, Gamma-centred
self-consistency stop: 5e-08 eV per atom in the density residual
occupations: fixed
spin: none
net charge: +1 e, with a uniform compensating background and no finite-size correction

Cell vectors (angstrom)
a  10.938  0  0
b  0  10.938  0
c  0  0  33.0341

Atoms and the computed forces on them: element, x, y, z (angstrom), force x, y, z (eV/angstrom)
Si  -0.1568  0.1846  25.5006  0.0211  -0.0165  0.0764
Si  5.852  -0.3184  25.5843  -0.0152  0.0034  0.0335
Si  2.5474  2.9694  25.6478  0.0265  -0.0244  0.086
Si  8.5784  2.4351  25.6866  0.0098  -0.0153  0.0927
Si  0.2648  5.1023  25.7641  0.1011  -0.0505  0.1707
Si  5.2296  5.6756  25.5019  0.0214  -0.023  0.0614
Si  2.9782  7.9255  25.364  -0.0106  0.0114  0.0227
Si  8.0889  8.3882  25.4256  0.0205  -0.0241  0.0269
Si  1.4189  1.3074  26.8794  -0.0194  0.0262  -0.0029
Si  6.9232  1.2933  26.9188  0.0057  0.0054  0.0088
Si  4.128  4.1359  26.9228  -0.0207  0.0071  -0.006
Si  9.6562  3.9801  27.0787  0.005  -0.0098  0.0077
Si  1.439  6.8276  26.8363  0.0017  -0.02  0.0135
Si  6.8848  6.8162  26.779  -0.0113  0.0061  -0.0101
Si  4.1574  9.4759  26.7851  0.0014  0.0039  0.0034
Si  9.6155  9.5419  26.8271  -0.0133  0.0213  0.0001
Si  2.8016  -0.0701  28.2045  -0.0026  0.0066  -0.0072
Si  8.2667  -0.0578  28.2793  0.0093  0.003  -0.0167
Si  0.0925  2.6261  28.3444  0.0163  0.0024  -0.019
Si  5.5052  2.7065  28.2278  -0.0003  0.007  -0.0144
Si  2.7513  5.4776  28.2806  -0.0096  -0.0084  -0.016
Si  8.2135  5.4495  28.2347  0.0022  -0.0009  -0.0183
Si  0.0352  8.1788  28.2072  0.0005  -0.0016  -0.0031
Si  5.512  8.1534  28.2226  -0.0037  0.0022  -0.0002
Si  4.1018  1.3673  29.6159  0.1028  -0.1415  -0.2768
Si  9.5708  1.3673  29.6159  0.1052  -0.4329  0.5602
Si  1.3673  4.1018  29.6159  0.2653  0.0082  0.3557
Si  6.8362  4.1018  29.6159  -0.0098  -0.0244  -0.0864
Si  4.1018  6.8362  29.6159  0.2347  0.0468  0.1594
Si  9.5708  6.8362  29.6159  0.0694  0.0148  -0.2634
Si  1.3673  9.5708  29.6159  0.1195  -0.0948  -0.2722
Si  6.8362  9.5708  29.6159  0.0168  -0.2079  -0.0029
Si  0  0  30.9831  -0.1206  0.0762  0.0377
Si  5.469  0  30.9831  0.0129  0.0004  -0.0224
Si  2.7345  2.7345  30.9831  -0.03  0.1403  0.0139
Si  8.2035  2.7345  30.9831  0.0136  0.0338  -0.0366
Si  0  5.469  30.9831  -0.0583  -0.0485  -0.0206
Si  5.469  5.469  30.9831  -0.0709  0.0207  -0.003
Si  2.7345  8.2035  30.9831  0.0486  0.0397  -0.0203
Si  8.2035  8.2035  30.9831  -0.0736  0.0424  -0.0031
Si  1.3673  1.3673  32.3504  0.0374  -0.0661  -0.0232
Si  6.8362  1.3673  32.3504  0.0329  0.0215  -0.0202
Si  4.1018  4.1018  32.3504  0.087  -0.069  -0.0065
Si  9.5708  4.1018  32.3504  0.0015  -0.0056  -0.0224
Si  1.3673  6.8362  32.3504  0.0159  -0.0179  -0.0254
Si  6.8362  6.8362  32.3504  0.0618  -0.0585  -0.0225
Si  4.1018  9.5708  32.3504  -0.0278  -0.0134  -0.015
Si  9.5708  9.5708  32.3504  0.0863  -0.0637  -0.011
Si  2.7345  0  0.6835  -0.0029  0.0325  0.0186
Si  8.2035  0  0.6835  -0.0674  0.0114  0.0127
Si  0  2.7345  0.6835  -0.0517  0.0518  0.0089
Si  5.469  2.7345  0.6835  -0.0096  0.056  0.0316
Si  2.7345  5.469  0.6835  -0.0276  0.0102  0.0181
Si  8.2035  5.469  0.6835  -0.0256  0.0025  0.0301
Si  0  8.2035  0.6835  -0.0814  0.0167  0.0297
Si  5.469  8.2035  0.6835  -0.0169  0.0498  0.0061
Si  4.1018  1.3673  2.0507  -0.0191  -0.0785  0.0041
Si  9.5708  1.3673  2.0507  0.097  0.0492  0.0496
Si  1.3673  4.1018  2.0507  -0.0309  -0.0409  0.0583
Si  6.8362  4.1018  2.0507  0.0082  -0.0712  -0.0461
Si  4.1018  6.8362  2.0507  0.0593  -0.0616  0.0221
Si  9.5708  6.8362  2.0507  0.0038  -0.0138  -0.009
Si  1.3673  9.5708  2.0507  0.0707  0.0028  -0.0128
Si  6.8362  9.5708  2.0507  0.1004  -0.0802  0.0049
Si  0  0  3.418  0.2103  0.0808  0.1036
Si  5.469  0  3.418  -0.3644  0.0192  0.3921
Si  2.7345  2.7345  3.418  -0.1444  -0.2789  0.1264
Si  8.2035  2.7345  3.418  -0.3128  0.0486  -0.0563
Si  0  5.469  3.418  0.0749  0.209  -0.119
Si  5.469  5.469  3.418  -0.0313  -0.0201  -0.3681
Si  2.7345  8.2035  3.418  -0.0447  0.4617  0.2707
Si  8.2035  8.2035  3.418  -0.0665  0.3051  -0.4284
Si  1.407  1.3277  4.8835  0.0274  0.0099  -0.0303
Si  6.7849  1.4045  4.7984  -0.0038  0.0022  0.0198
Si  4.1034  4.0882  4.7508  -0.0299  -0.005  0.0529
Si  9.5171  4.1663  4.74  -0.027  0.0406  -0.014
Si  1.3185  6.902  4.7832  -0.0211  0.0103  0.0272
Si  6.7771  6.9009  4.7137  -0.0076  0.0264  0.0066
Si  4.0262  9.6348  4.8921  0.0082  -0.0071  -0.0038
Si  9.5416  9.6054  4.7546  -0.0253  -0.0049  -0.0055
Si  2.7317  0.0122  6.5326  -0.0214  -0.0177  -0.0256
Si  8.1269  0.0004  6.1143  0.0247  0.0172  0.0438
Si  -0.1829  2.712  6.0769  0.0809  0.057  0.1585
Si  5.4206  2.7608  6.2148  0.023  0.0137  -0.0271
Si  2.7512  5.5534  6.072  -0.0106  -0.0692  0.032
Si  8.1729  5.593  6.0338  -0.0215  -0.0267  -0.0094
Si  -0.0427  8.2832  6.1655  0.0144  -0.0266  -0.0391
Si  5.3961  8.1844  6.1442  0.0322  0.0059  0.0058
Si  3.8836  1.8063  7.7876  0.0501  -0.0509  0.024
Si  9.6125  1.1998  7.4861  -0.2119  0.0618  -0.0767
Si  1.6039  3.8036  7.043  -0.2013  0.2344  -0.4263
Si  6.6257  4.4477  7.3134  -0.0048  0.0096  -0.0769
Si  4.327  6.5786  7.5134  -0.0442  0.0089  -0.0667
Si  9.2891  7.1305  7.4295  0.0394  -0.0257  0.1012
Si  0.8619  9.8516  7.6868  0.0815  -0.0643  0.0138
Si  7.0087  9.3169  7.3893  -0.0046  0.001  -0.0489
O  5.4685  5.4646  7.9284  0.0269  -0.004  0.045
O  -0.0999  0.2268  7.9152  0.1253  -0.066  0.0315
O  2.5799  2.8649  7.9075  0.1498  -0.1491  0.3077
O  8.1785  8.2598  7.8696  0.0013  -0.0109  -0.0053
O  2.2654  8.5368  23.9838  -0.0083  0.012  -0.02
O  8.1236  5.4798  22.9712  -0.0142  -0.0028  -0.0266
O  6.9473  9.517  24.9819  0.0195  -0.0289  -0.0011
O  1.3885  4.0458  25.1558  0.0207  -0.0231  -0.0802
O  6.3366  9.9414  8.7406  -0.002  0.0097  -0.0119
O  -0.7175  3.9945  9.0756  -0.0589  0.059  0.0022
O  0.7039  9.1523  9.1716  -0.0246  0.0037  0.0227
O  7.5498  3.9303  8.5482  -0.0422  -0.0221  -0.0039
O  9.836  6.5579  8.876  -0.1136  0.1632  -0.1238
O  4.4672  1.8071  9.3377  0.0037  -0.0062  -0.04
O  3.6118  7.1303  8.8875  -0.0046  0.0269  0.0314
O  8.9453  1.7469  8.9203  0.0399  -0.0825  0.0229
O  5.2441  0.4979  24.3062  -0.0198  0.0183  -0.034
O  7.9933  3.2457  24.4112  -0.0251  0.0338  -0.0495
O  11.7243  6.6466  19.8768  -0.0121  0.0005  -0.0156
O  5.881  4.8554  24.2333  0.0003  -0.0102  -0.022
O  8.8397  7.7811  24.0593  -0.002  0.0171  -0.0272
O  3.2928  2.3672  24.319  0.0058  -0.0111  -0.022
O  4.1172  6.7848  24.9349  -0.005  0.0114  -0.0279
O  11.3929  -0.4566  24.1064  0.0178  -0.0127  -0.0325
Si  11.7057  8.967  10.7996  -0.0016  -0.0378  0.0169
Si  6.973  15.2283  11.6348  0.0492  -0.014  -0.0199
Si  8.2281  11.3588  15.1546  0.0069  0.0056  -0.0031
Si  2.0871  13.1076  19.3999  -0.0012  -0.0013  0.009
Si  4.6477  13.4988  10.8085  0.0023  0.0212  0.0271
Si  1.7266  -2.3935  17.673  -0.0055  0.0029  0.0065
Si  4.9939  1.4387  18.8668  -0.0004  0.0057  0.0053
Si  0.8374  -0.6391  20.1698  0.0052  -0.0041  0.0191
Si  -0.8397  7.6861  13.0639  -0.0084  -0.0236  -0.0047
Si  -3.2054  -1.942  16.6577  0.0002  0.0004  -0.0048
Si  9.1639  2.4777  16.7471  0.0019  0.0003  -0.0112
Si  8.7456  3.3003  9.4254  0.2446  0.1864  0.0044
Si  6.5174  9.8387  10.366  -0.0304  -0.0334  0.0237
Si  10.7321  5.4656  9.6564  -0.034  -0.3365  -0.1878
Si  1.6791  8.9951  14.5794  -0.0192  0.0026  -0.0041
Si  4.0022  12.0933  23.4953  -0.0124  0.0012  0.0092
Si  5.3569  3.0168  21.4551  0.0035  -0.011  0.0059
Si  -3.8418  7.4582  12.1565  0.018  -0.0163  0.0048
Si  -1.9211  -1.8743  19.2576  0.0106  -0.0046  0.0018
Si  11.4125  5.6582  21.1357  -0.0052  0.0144  -0.0002
Si  6.3467  2.2996  16.091  -0.0135  0.0102  -0.0034
Si  16.4333  4.3592  14.2317  -0.001  -0.003  -0.0056
Si  -0.0706  4.8676  12.7286  -0.035  -0.0141  -0.0184
Si  10.3183  2.2185  14.0223  -0.0085  0.0273  -0.0123
Si  1.6999  9.8905  23.2093  0.0031  0.0051  0.0108
Si  3.0395  4.55  12.2154  -0.0118  -0.0069  0.0134
Si  5.9154  6.8833  16.0941  -0.0009  -0.0058  -0.0032
Si  -4.8518  9.4919  19.0764  -0.0064  0.0044  -0.0015
Si  10.6248  6.7524  18.669  0.001  -0.0006  0.007
Si  4.2998  6.9925  18.6879  -0.0052  -0.0013  0.0015
Si  -0.262  3.8617  18.8529  -0.0009  0.0061  0.0032
Si  4.5093  0.0683  12.1987  0.0029  -0.0026  0.01
Si  12.4289  11.2766  12.7205  -0.0086  0.0047  0.0105
Si  2.6043  6.7133  10.11  -0.0335  -0.0158  -0.0392
Si  7.179  4.247  23.4408  -0.0036  0.0279  0.0086
Si  9.4032  6.3683  23.4189  -0.0672  0.0426  -0.0388
Si  4.6207  -2.3885  13.9303  0.0002  -0.0003  -0.0045
Si  3.2144  4.7864  20.8465  -0.0013  -0.0049  0.0008
O  8.9975  -1.6462  17.635  -0.0021  -0.0033  0.0084
O  -4.5336  9.5463  17.4639  -0.004  -0.0001  -0.0014
O  11.6338  1.6859  13.1792  0.0004  -0.012  -0.0078
O  10.4191  6.1656  13.5717  -0.003  0.0383  0.0663
O  3.7628  5.814  19.6898  -0.0034  0.0037  -0.0015
O  12.3149  5.8212  9.389  0.0558  0.0289  0.0328
O  7.5256  10.989  10.9151  -0.0852  -0.0977  0.2234
O  -3.4862  -3.5254  16.3541  -0.0026  0.0044  -0.002
O  5.7013  3.8083  10.711  -0.0196  -0.0068  -0.0092
O  15.0342  4.6261  13.441  0.0057  -0.0038  0.0069
O  -1.2778  1.3308  25.0885  0.0007  -0.0045  -0.0548
O  5.064  8.1362  15.4436  -0.0029  -0.0017  0.0025
O  8.8758  11.8083  16.6066  -0.0019  0.0011  0.0019
O  2.9808  8.2159  13.8768  -0.0036  -0.0019  -0.0058
O  5.0147  10.0415  10.9796  -0.014  0.0089  0.0018
O  1.9716  5.3883  21.7503  0.004  -0.0015  -0.0019
O  13.0671  8.0523  10.9114  -0.0157  0.01  -0.0008
O  1.2391  -1.2738  21.6493  -0.0057  0.0027  -0.0222
O  1.102  3.0504  18.4297  -0.0079  0.0025  -0.0045
O  5.5373  2.6044  19.8879  -0.0047  -0.001  -0.011
O  3.0047  7.6101  17.9506  0.0023  -0.0006  0.0002
O  1.8832  -1.7912  16.1789  -0.0027  0.0023  -0.001
O  0.7071  10.4025  11.5683  0.003  0.011  -0.0034
O  2.9101  0.0207  23.1672  0.0026  -0.0009  0.0015
O  3.2189  3.2007  11.3001  -0.0002  -0.0019  -0.014
O  0.3519  7.6792  17.5319  0.001  0.0033  -0.0017
O  -0.5786  13.6666  15.609  -0.0074  -0.0011  0.0101
O  -2.4908  7.8205  13.0542  -0.0093  0.0063  -0.0072
O  7.1817  5.9088  11.6091  -0.0061  0.0119  0.0012
O  5.1437  8.1916  19.4475  -0.0026  -0.0007  -0.0017
O  5.2448  6.3685  17.4955  -0.0045  0.0036  0
O  5.6638  7.7256  12.9396  -0.0155  0.0068  -0.001
O  10.4729  5.3107  11.2165  -0.0601  0.0451  0.1225
O  -0.5226  6.4647  22.1435  0.0347  -0.0104  -0.0351
O  -1.7352  1.0008  13.957  -0.0101  -0.0034  0.001
O  -0.5399  5.2634  18.0454  0.0015  -0.004  0.0033
O  8.0351  9.746  15.2275  -0.0055  0.0002  -0.001
O  6.6782  3.8868  13.1889  -0.0155  -0.0004  0.016
O  4.5282  4.4083  21.7198  -0.0092  0.008  -0.0024
O  8.2794  3.501  10.9728  -0.0893  0.0012  0.0608
O  7.5295  9.3781  19.8739  -0.0002  -0.0004  0.0012
O  10.5222  8.0821  11.5063  -0.0017  0.0116  -0.0139
O  7.7196  14.127  16.3693  -0.0029  -0.0033  -0.0005
O  1.7314  10.5445  14.1292  0.0004  -0.0019  -0.0065
O  0.1748  8.5047  14.0841  0.018  0.0164  0.0107
O  9.9895  3.5902  13.197  -0.0051  -0.0243  0.0174
O  14.2813  5.808  11.2188  0.0159  0.0027  -0.0064
O  -3.8677  8.3689  10.8014  -0.0046  -0.0004  -0.0073
O  -0.2215  4.285  20.4658  -0.005  -0.0045  -0.0109
O  6.7472  12.0357  15.0495  -0.0049  0.0009  -0.0014
O  13.8875  11.4429  12.0301  -0.0061  -0.0012  -0.0097
O  16.1635  3.21  15.3474  0.0115  -0.0084  0.0064
O  6.7894  3.342  22.1496  -0.0124  -0.015  -0.0245
O  5.2306  12.463  11.9442  -0.0067  -0.0183  0.0046
O  5.3363  10.8871  19.4598  -0.0014  0.0011  -0.0033
O  3.3722  1.5307  18.6287  -0.0033  -0.0003  -0.0037
O  9.5084  2.8631  18.2924  -0.0032  0.0028  0.0015
O  1.2252  11.9051  20.14  -0.0005  0.0077  -0.0072
O  1.6264  9.629  18.8968  -0.0019  -0.0034  -0.0131
O  10.2855  5.6272  24.5404  -0.0724  0.0379  -0.0501
O  5.99  5.6886  15.0072  -0.0043  0.0067  0.0028
O  4.6082  1.7366  22.1225  0.0077  0.0098  -0.0146
O  2.6733  14.2452  20.4027  -0.0036  -0.0018  -0.0048
O  -0.7714  20.9327  19.9638  -0.0196  -0.0085  -0.01
O  4.7796  -0.7735  13.5815  -0.0024  -0.0057  -0.0072
O  5.7342  1.6849  17.4514  -0.001  -0.0012  -0.0047
O  1.5317  4.5974  12.8193  0.0579  -0.0173  0.0057
O  9.3115  7.4432  19.3645  -0.003  0.0175  -0.0098
H  8.1654  11.4102  10.3261  0.1165  0.1241  -0.2033

Results
free energy: -137526.650 eV
free energy less fixed offsets of H -15.97, O -568.88, Si -635.61 eV per atom: -1.980 eV

The program warned: the cutoff lies below the one the program advises for these potential files; the exchange-correlation potential is rough where the density is thin.
